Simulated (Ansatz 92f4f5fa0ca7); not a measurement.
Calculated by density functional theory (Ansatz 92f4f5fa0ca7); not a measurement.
Periodic cell of 213 atoms, Si132O80H1, from a study of silicon, its oxide and their interface. The atomic structure is a simulated model.
Doubt: the cutoff is far below the 930 eV that the study's wrapper takes by default for these files, so forces and energies are approximate.

Settings: functional PBE; potential files Ansatz PAW; basis plane waves; wave-function cutoff 580 eV; density cutoff ratio 5; exchange-correlation grid ratio 1; k mesh 1 x 1 x 1, Gamma-centred; self-consistency stop 5e-08 eV per atom in the density residual; occupations fixed; spin none; net charge +1 e, with a uniform compensating background and no finite-size correction.

Cell vectors (angstrom)
a  10.938  0  0
b  0  10.938  0
c  0  0  31.755

Atoms and the computed forces on them: element, x, y, z (angstrom), force x, y, z (eV/angstrom)
Si  -0.3874  0.3551  24.3604  -0.0087  0.0045  -0.0021
Si  6.1814  -0.5623  24.3425  0.0039  -0.0088  0.0041
Si  2.1375  3.3121  24.4193  -0.0033  0.0109  -0.0016
Si  8.6214  2.0903  24.3247  0.0101  -0.0026  0.0011
Si  0.4865  5.09  24.2694  0.006  -0.0092  0.004
Si  4.7527  6.1126  24.3343  -0.0185  0.0075  0.0034
Si  3.0412  7.9293  24.4819  0.0091  -0.0071  0.0005
Si  7.7706  8.5333  24.321  -0.0035  0.0141  0.0013
Si  1.2824  1.4563  25.6348  0.0024  -0.0038  0.0055
Si  6.9306  1.241  25.7241  -0.0034  0.0015  0.0082
Si  4.0334  4.177  25.5484  0.0073  -0.0029  0.012
Si  9.5605  4.0567  25.406  -0.0041  0.003  0.0011
Si  1.3725  6.7939  25.6741  0.0002  -0.0002  0.0035
Si  6.706  6.8427  25.5503  0.0032  -0.003  0.0089
Si  4.2137  9.6351  25.5648  -0.0048  0.0052  0.0039
Si  9.5261  9.5428  25.5821  0.0026  -0.0029  0.0055
Si  2.7393  0.0397  26.9079  0.0043  -0.0012  -0.0017
Si  8.2609  -0.0766  27.0752  0.0006  0.0018  -0.0049
Si  -0.0711  2.7949  26.9924  -0.0016  0.0002  0.0038
Si  5.4641  2.7423  26.8999  -0.0005  -0.0001  -0.0055
Si  2.7398  5.4595  27.0426  -0.0013  0.0002  -0.0061
Si  8.1764  5.4477  26.8488  -0.0001  -0.0017  0.0001
Si  -0.0157  8.2012  26.9447  -0.0007  -0.0014  0.0011
Si  5.4632  8.2287  27.0079  -0.0027  -0.0038  -0.001
Si  4.1018  1.3673  28.3368  -0.0236  0.1751  -0.3871
Si  9.5708  1.3673  28.3368  0.0774  0.1385  0.4756
Si  1.3673  4.1018  28.3368  -0.248  -0.0191  0.3851
Si  6.8362  4.1018  28.3368  0.0488  -0.0356  -0.5731
Si  4.1018  6.8362  28.3368  0.0417  0.172  0.3882
Si  9.5708  6.8362  28.3368  -0.2825  -0.2135  -0.5484
Si  1.3673  9.5708  28.3368  0.1394  0.0918  -0.4746
Si  6.8362  9.5708  28.3368  -0.0099  -0.2944  0.7109
Si  0  0  29.704  0.068  0.1806  0.0196
Si  5.469  0  29.704  0.101  -0.043  -0.0093
Si  2.7345  2.7345  29.704  -0.0961  -0.0124  0.0069
Si  8.2035  2.7345  29.704  -0.0079  -0.1436  0.0153
Si  0  5.469  29.704  0.0658  -0.076  0.0099
Si  5.469  5.469  29.704  -0.0067  0.1027  -0.0004
Si  2.7345  8.2035  29.704  0.055  -0.0485  0.0242
Si  8.2035  8.2035  29.704  -0.1814  -0.0373  0.0522
Si  1.3673  1.3673  31.0713  0.068  -0.0841  0.0232
Si  6.8362  1.3673  31.0713  -0.0428  0.0649  -0.0216
Si  4.1018  4.1018  31.0713  0.0091  -0.0083  -0.0105
Si  9.5708  4.1018  31.0713  -0.0445  0.0583  -0.0357
Si  1.3673  6.8362  31.0713  -0.0798  0.0414  -0.0193
Si  6.8362  6.8362  31.0713  0.0963  -0.0343  0.0265
Si  4.1018  9.5708  31.0713  -0.0454  0.0728  -0.028
Si  9.5708  9.5708  31.0713  0.0245  -0.0624  -0.0201
Si  2.7345  0  0.6835  0.0196  -0.0493  0.0219
Si  8.2035  0  0.6835  -0.0423  0.047  -0.0168
Si  0  2.7345  0.6835  -0.0269  0.028  -0.0011
Si  5.469  2.7345  0.6835  0.0347  -0.0579  0.0292
Si  2.7345  5.469  0.6835  -0.0289  0.0536  -0.0103
Si  8.2035  5.469  0.6835  0.0355  -0.0729  0.0229
Si  0  8.2035  0.6835  0.0618  -0.0145  0.0393
Si  5.469  8.2035  0.6835  -0.0273  0.0072  -0.0041
Si  4.1018  1.3673  2.0507  -0.0044  0.0565  -0.0421
Si  9.5708  1.3673  2.0507  -0.0318  -0.1201  0.0376
Si  1.3673  4.1018  2.0507  0.0391  -0.0015  0.0339
Si  6.8362  4.1018  2.0507  -0.0165  0.0566  -0.0454
Si  4.1018  6.8362  2.0507  0.0115  -0.0512  0.026
Si  9.5708  6.8362  2.0507  -0.0817  0.0086  -0.0696
Si  1.3673  9.5708  2.0507  0.0185  0.1423  -0.0665
Si  6.8362  9.5708  2.0507  0.0974  -0.0223  0.0285
Si  0  0  3.418  0.341  -0.1619  -0.6047
Si  5.469  0  3.418  -0.257  0.1461  0.5869
Si  2.7345  2.7345  3.418  0.2205  -0.0721  -0.2512
Si  8.2035  2.7345  3.418  -0.3264  -0.0944  0.3227
Si  0  5.469  3.418  0.0715  0.233  0.3958
Si  5.469  5.469  3.418  0.007  -0.1971  -0.5181
Si  2.7345  8.2035  3.418  0.0844  0.2741  0.5669
Si  8.2035  8.2035  3.418  0.0796  -0.1349  -0.6333
Si  1.3967  1.336  4.7357  0.0012  0.0008  0.0117
Si  6.7988  1.3815  4.8636  -0.0028  -0.0051  0.0023
Si  4.1386  4.0898  4.768  0.0002  -0.0074  0.0073
Si  9.559  4.0945  4.7873  -0.0014  0.0058  0.0001
Si  1.3869  6.8636  4.8497  0.0032  -0.004  0.0022
Si  6.8046  6.8564  4.7089  0.0141  0.0067  0.016
Si  4.0815  9.6117  4.9027  0.0043  -0.0019  0.0076
Si  9.6419  9.503  4.6941  0.001  -0.0048  0.0096
Si  2.6465  0.0672  6.3247  0.0026  -0.0044  -0.008
Si  8.2812  -0.0857  5.9964  -0.0063  0.0067  -0.0153
Si  0.0523  2.7272  6.054  -0.0111  -0.0094  -0.0143
Si  5.3651  2.7395  6.3358  -0.004  -0.0063  -0.0135
Si  2.8249  5.4879  6.1403  -0.0111  0.0109  -0.0117
Si  8.1597  5.5033  6.0767  0.001  -0.0023  -0.0094
Si  0.0031  8.2303  6.2412  0.0011  0.0004  -0.0062
Si  5.5553  8.2089  6.1846  -0.0126  0.0095  -0.0215
Si  3.4176  1.9681  7.5746  -0.0049  0.0034  0.0109
Si  10.0132  0.923  7.186  0.0151  -0.004  0.0064
Si  1.7516  3.7737  7.3028  0.0143  -0.0005  0.0085
Si  6.2916  4.7161  7.2735  0.0012  0.0096  -0.0195
Si  4.6204  6.4231  7.4069  0.0087  -0.0144  -0.0022
Si  9.2658  7.0534  7.4253  -0.0094  0.0004  0.0027
Si  0.7431  10.1229  7.5239  -0.0122  0.0101  0.0142
Si  7.5128  9.0269  7.27  0.0096  -0.0031  0.018
O  0.7724  9.8479  9.1933  0.0039  -0.0071  -0.0191
O  1.1772  4.5168  8.6777  0.0076  0.0001  -0.006
O  5.362  -1.5226  10.6541  0.0047  0.0001  0.0038
O  7.1098  9.8298  8.6754  0  -0.002  -0.0099
O  3.5341  1.6229  9.2085  0  -0.0007  -0.0104
O  4.6252  6.6135  9.1256  -0.0001  0.0096  0.0106
O  6.5628  4.8656  9.1771  -0.0202  0.0074  0.048
O  9.8515  6.0879  8.7004  -0.0025  0.0049  -0.0054
O  2.4401  2.9232  22.8193  -0.0026  0.0016  0.0014
O  6.3013  10.8547  22.716  -0.001  0.0002  -0.003
O  7.6786  2.2742  22.9347  0.0012  0.0001  -0.0002
O  0.3638  5.6075  22.6933  0.0003  0.0012  0.0063
O  2.3191  8.627  23.1266  0.0002  -0.0008  0
O  8.1793  8.0388  22.7847  0.0001  0.0013  0.0024
O  4.8857  5.8012  22.7243  -0.0018  -0.002  0.0133
O  11.3103  10.579  23.0321  -0.0049  0.0037  0.0034
Si  0.3486  3.6469  14.9745  0.0001  -0.0006  -0.0051
Si  6.9286  11.2014  14.0882  0.0001  -0.0002  -0.0059
Si  3.8962  2.0492  10.74  -0.0089  0.0073  -0.0008
Si  3.3907  1.7098  22.3013  0.0042  -0.0035  -0.0001
Si  1.88  10.1007  22.5776  0.0022  0.0004  0.001
Si  4.8831  10.2013  12.0108  0.0031  -0.0077  -0.0055
Si  13.3544  11.2012  19.8824  0.0001  -0.0016  0.0014
Si  6.3727  13.4467  17.0492  0.0004  -0.0015  -0.0038
Si  9.6883  3.4147  19.7248  0.0014  -0.0004  0.0016
Si  2.7387  17.5666  19.4229  -0.0013  0.0022  0.0011
Si  -1.4773  13.2985  16.9582  -0.0021  -0.0011  0.0017
Si  1.6011  8.624  15.6416  -0.0004  -0.0003  -0.0023
Si  1.1334  6.267  12.1854  0.0028  0.0009  -0.0058
Si  10.424  11.574  19.0867  -0.0027  -0.0005  0.0008
Si  9.5878  6.0528  13.9887  -0.0053  0.0004  -0.0106
Si  5.4534  14.1011  14.3733  0.0016  0.0021  -0.0061
Si  11.015  5.8589  21.1017  0.0016  0.0005  -0.0051
Si  6.3944  12.4296  22.258  -0.0042  0.004  0.0015
Si  -0.9229  2.0274  10.0792  0.0021  -0.0119  0.0004
Si  5.3539  5.7373  21.179  0.0061  0.0007  -0.0084
Si  5.9806  6.3286  9.9877  0.0173  -0.069  0.0087
Si  7.0328  16.0061  12.4807  -0.0039  0.0041  -0.0113
Si  2.5463  14.4971  12.9716  0.0002  -0.0029  -0.0112
Si  11.5908  10.6254  10.6372  -0.0036  0.007  -0.0017
Si  8.897  10.9084  11.889  0.001  0.0107  -0.0077
Si  13.2062  9.0443  12.6148  0.0019  -0.0012  -0.0065
Si  6.7001  3.2525  20.0309  -0.0013  -0.0033  0.0033
Si  8.5797  9.2368  18.8517  0.0014  0.001  0.0017
Si  8.1414  7.4114  21.2749  -0.0025  -0.0012  -0.0028
Si  6.5976  3.4272  10.1725  0.0172  0.0294  -0.0112
Si  6.8754  -1.7703  10.1287  -0.0018  0.0085  0.0035
Si  6.305  10.4549  17.0542  -0.0003  0.0009  -0.0023
Si  -0.1254  5.024  9.5108  -0.0035  0.0026  0.0074
Si  -0.9369  7.5473  16.6239  0.0026  -0.0003  -0.0029
Si  1.4816  5.8674  16.8186  -0.0014  0.0003  -0.003
Si  3.5778  9.3547  17.8366  0.001  0.0007  -0.0013
O  8.448  11.1668  13.4377  0.0005  -0.0017  0.0051
O  7.9142  -1.0975  11.1522  -0.0048  -0.0088  0.004
O  10.3422  10.2053  11.6109  0.0041  -0.0005  0.0053
O  2.4199  5.6301  18.1383  0.0004  -0.0003  0.0013
O  9.5984  6.6943  20.9847  -0.0024  0.0023  0.0016
O  4.9269  2.1057  22.6975  0.0006  -0.0003  -0.0019
O  9.7294  3.5276  18.0813  0.0003  0.0014  0.0047
O  -3.9996  10.459  15.5347  -0.0005  0.0006  0.003
O  3.0721  8.0747  18.7185  -0.0007  -0.0016  0.0012
O  0.5293  12.2446  10.3073  0.0035  -0.0011  0.0071
O  6.7982  17.4319  21.0698  0.006  0.0017  0.0005
O  6.2324  1.7536  14.0442  0.0008  -0.0008  0.0053
O  1.3914  6.5959  20.3986  -0.0013  -0.0005  0.0002
O  3.5049  10.6424  18.8264  -0.0018  0.0011  0.0022
O  9.2092  17.8866  15.3029  0.0007  0.0011  0.0055
O  7.0727  -3.4048  9.8886  -0.0004  0.0099  -0.0014
O  14.0631  12.4338  20.7009  0.0007  0.001  0.002
O  13.6115  13.7257  11.5293  0.0027  -0.0036  0.0034
O  -0.9233  3.6473  9.968  -0.0067  0.0109  0.0057
O  6.0746  -0.6497  13.0763  -0.0028  0.0001  0.0054
O  10.8835  17.6313  13.2291  0.002  -0.0001  0.0055
O  4.1047  6.2521  20.2439  -0.0047  0.0025  -0.0056
O  -3.0304  13.3554  16.4521  -0.0025  0.0016  0.0031
O  2.0657  7.0451  15.8122  0.0001  0.0012  0.0043
O  5.9258  5.9219  11.5634  -0.0051  0.0152  -0.0176
O  4.3877  0.7536  11.5831  0.0013  -0.0024  0.0107
O  6.5655  1.7302  20.6455  0.0007  -0.0002  0.0023
O  8.2846  16.9123  12.9839  0.0016  -0.0006  0.0077
O  1.1072  11.6439  19.0315  0.0025  -0.0008  0.003
O  -0.0196  17.2928  17.2814  -0.0005  0.0002  0.0021
O  7.5296  3.8978  11.4193  -0.008  -0.0167  -0.0049
O  5.4426  14.2732  15.9901  0.0013  -0.0004  0.002
O  2.9732  11.2425  23.0768  0.0009  -0.0005  0.0013
O  10.797  4.4071  20.3692  -0.0017  -0.0017  -0.0018
O  8.9833  8.0888  17.7542  0.0005  0.0006  0.0015
O  7.9215  8.5715  20.165  -0.0004  -0.0048  0.0007
O  12.8885  18.5706  11.8754  0.0006  0.0004  0.005
O  6.3615  3.2993  18.4501  -0.0008  0.0012  0.0007
O  1.3524  15.426  15.957  -0.0007  -0.0009  0.0033
O  2.2067  16.0876  12.7256  -0.0006  0.0014  0.0071
O  7.4713  10.187  18.1446  0.0004  0.0005  -0.0002
O  5.6167  4.1872  20.7802  0.0001  -0.0018  -0.001
O  2.5932  9.5475  16.5406  -0.0016  -0.0012  0.0018
O  -5.2079  11.9664  17.2706  -0.0002  -0.0007  0.0016
O  9.3857  1.4416  8.6688  -0.0062  -0.0072  -0.0006
O  10.9931  8.7647  16.1594  0.0005  -0.0001  0.0017
O  10.5152  13.3922  15.7356  0.003  0.0017  0.0005
O  3.9341  14.2144  13.7897  -0.0024  0.0003  0.0052
O  -0.9811  1.835  20.1171  -0.0002  0.002  0.001
O  6.9609  2.231  9.1759  -0.0013  0.0206  -0.0245
O  9.7853  11.8558  17.6169  0.0016  -0.0019  0.004
O  -1.0775  10.0885  19.4334  -0.0013  -0.0023  -0.0014
O  1.2636  13.9073  13.7978  0.0011  0.0013  0.007
O  12.8805  10.0493  20.9499  -0.0004  -0.0006  0.0014
O  10.0519  15.483  14.3807  0.0003  -0.0013  0.006
O  1.6079  9.1261  14.0911  0.0019  -0.0008  0.0046
O  0.4025  5.7589  10.8379  -0.001  0.0003  0.0001
O  8.2091  3.8316  20.2649  0.0031  0.0007  0.0011
O  3.858  9.2297  12.7895  -0.0003  0.002  0.0036
O  -5.821  9.3406  17.2584  -0.0007  0.0005  0.0032
O  5.0875  3.1815  10.6849  0.007  0.0036  0.0067
O  1.9128  10.2675  11.5793  0.0014  0.0013  0.0057
O  6.2974  4.4134  13.7486  0  0.0003  0.0063
O  8.9709  1.4744  11.2115  -0.0006  -0.0002  0.0037
H  7.8571  1.907  8.8876  -0.0034  -0.012  0.0333

Results
free energy: -129429.903 eV
free energy less fixed offsets of H -15.97, O -568.88, Si -635.61 eV per atom: -3.013 eV

The program warned: the cutoff lies below the one the program advises for these potential files; the exchange-correlation potential is rough where the density is thin.
